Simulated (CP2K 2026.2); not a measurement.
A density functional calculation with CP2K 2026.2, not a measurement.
Periodic cell of 504 atoms, Si360O144, from a study of silicon, its oxide and their interface. The atomic structure is a simulated model.
Doubt: the forces sum to 1.20 eV/angstrom along one axis rather than to zero, so they err by at least 0.0024 eV/angstrom per atom on average; the grid cutoff is modest.

Settings: functional PBE; method Gaussian and plane waves; basis set DZVP-MOLOPT-SR-GTH; pseudopotentials GTH-PBE; grid cutoff 300 Ry, relative cutoff 40 Ry; k points Gamma only; occupations fixed; spin none; net charge 0.

Cell vectors (angstrom)
a 16.32 0 0
b 0 16.32 0
c 4.7635 5.2731 33.6204

Atoms and the computed forces on them: element, x, y, z (angstrom), force x, y, z (eV/angstrom)
Si 1.205 -1.046 0.021 0.141 -0.116 0.805
Si 3.906 1.72 0.013 0.115 -0.218 0.816
Si 1.588 3.807 0.043 -0.103 0.148 0.817
Si 4.415 6.645 0.068 -0.215 -0.023 0.707
Si 1.143 -6.584 -0.034 0.135 -0.127 0.756
Si 4.309 -4.305 0.018 -0.164 0.166 0.74
Si 7.093 -1.664 0.423 -0.067 -0.11 0.612
Si 9.576 0.932 -0.039 -0.181 0.369 0.623
Si 6.674 4.463 0.075 0.001 -0.182 0.692
Si 9.679 6.511 0.123 -0.026 0.318 0.724
Si 6.462 9.759 0.135 0.212 -0.041 0.754
Si -7.11 -3.817 0.226 0.052 -0.092 0.769
Si -4.357 -1.127 0.111 0.117 -0.145 0.72
Si -1.15 1.015 0.078 -0.019 0.157 0.724
Si -4.499 4.288 0.213 0.111 0.016 0.747
Si -1.611 6.982 -0.087 0.15 -0.215 0.764
Si -3.757 -7.065 0.02 -0.136 0.106 0.873
Si -0.934 -4.204 -0.206 -0.263 0.071 0.724
Si 2.77 0.095 1.332 0.01 0.044 -0.038
Si 5.504 2.815 1.322 -0.003 0.005 -0.043
Si 2.759 5.446 1.275 0.02 -0.027 -0.039
Si 5.425 8.18 1.502 0.015 -0.005 -0.024
Si 2.712 -5.448 1.318 -0.006 -0.01 -0.046
Si 5.421 -2.833 1.487 -0.041 -0.061 -0.041
Si 8.254 -0.078 1.604 -0.026 0.038 -0.006
Si -5.684 2.654 1.346 0.005 -0.093 -0.002
Si 8.16 5.473 1.546 0.02 0.019 -0.05
Si -5.415 8.151 1.309 0.019 0.007 -0.047
Si 8.068 10.885 1.446 -0.033 -0.014 -0.046
Si -5.467 -2.695 1.451 -0.019 -0.011 -0.064
Si -2.724 -0.067 1.417 -0.021 0.019 -0.02
Si 0 2.658 1.341 0.035 -0.002 -0.036
Si -2.771 5.446 1.316 0.009 0.024 -0.032
Si -0.032 8.15 1.252 -0.029 0.016 -0.036
Si -2.595 -5.375 1.171 0.025 0.001 -0.057
Si 0.078 -2.691 1.293 -0.007 0.036 -0.05
Si 1.375 1.363 2.755 0.005 0 0.007
Si 4.112 4.128 2.721 0.013 -0.002 0.029
Si 1.355 6.798 2.618 0.005 0.005 -0.033
Si 4.001 9.516 2.77 -0.018 0.016 0.018
Si 1.408 -4.044 2.69 0 0.001 0.014
Si 4.074 -1.337 2.698 -0.021 -0.014 -0.014
Si 6.795 1.383 2.724 -0.008 0.026 -0.017
Si 9.43 4.003 2.832 0.017 0.022 0.022
Si 6.831 6.879 2.844 0.01 0.002 0.031
Si 9.534 9.513 2.681 -0.002 -0.007 -0.006
Si 6.758 12.181 2.888 0.005 0.018 0.024
Si -6.711 -1.383 2.94 0.008 -0.026 0.055
Si -4.123 1.385 2.676 -0.047 -0.003 0.009
Si -1.376 4.075 2.642 -0.004 -0.009 -0.006
Si -4.087 6.806 2.733 -0.017 -0.023 0.004
Si -1.333 -6.761 2.646 -0.011 0.002 0.029
Si -4.016 -4.114 2.63 0.004 -0.021 -0.011
Si -1.354 -1.442 2.722 0.017 -0.005 0.02
Si -0.001 -0.032 4.067 0.016 0.005 -0.025
Si 2.738 2.75 4.082 0.012 -0.004 -0.04
Si -0.001 5.437 4 -0.009 0.008 -0.006
Si 2.657 8.132 4.078 0.015 0.012 0.012
Si 0.03 -5.427 4.036 -0.01 -0.019 -0.007
Si 2.727 -2.689 4.08 0.011 -0.031 -0.004
Si 5.433 0.01 4.07 0.015 0.008 -0.008
Si 8.093 2.689 4.185 0.012 -0.017 0.014
Si 5.443 5.472 4.124 -0.027 -0.027 -0.017
Si 8.217 8.206 4.144 -0.011 -0.003 -0.002
Si 5.38 10.828 4.175 0.019 0.008 -0.012
Si 8.157 -2.746 4.183 -0.011 0.015 -0.024
Si -5.36 0.034 4.175 -0.003 0.005 -0.006
Si -2.738 2.735 4.032 -0.018 -0.013 -0.02
Si -5.445 5.411 4.081 0.007 0.01 -0.027
Si -2.705 8.194 4.042 -0.014 0.04 -0.05
Si -5.404 -5.448 4.022 -0.008 0.026 -0.01
Si -2.709 -2.778 4.078 0.013 0.026 -0.001
Si 1.336 -1.374 16.249 -0.004 -0.01 -0.025
Si 4.101 1.409 16.288 0.016 0.017 0.017
Si 1.356 4.109 16.331 0 -0.003 0.017
Si 4.076 6.808 16.317 0.009 -0.008 0.016
Si 1.321 -6.841 16.328 0.003 -0.03 0.007
Si 4.079 -4.079 16.285 -0.008 0.022 -0.003
Si 6.831 -1.344 16.294 0.003 0.01 0.004
Si -6.831 1.316 16.27 -0.011 -0.007 0.004
Si 6.756 4.073 16.287 -0.011 -0.015 0.004
Si -6.773 6.811 16.32 0.012 0.001 0.002
Si 6.808 9.519 16.301 -0.016 0.003 0.002
Si -6.756 -4.082 16.342 0.012 0.012 0.005
Si -4.109 -1.417 16.324 -0.01 -0.007 -0.001
Si -1.366 1.37 16.324 0.011 0.008 0.015
Si -4.086 4.093 16.285 -0.002 -0.018 -0.001
Si -1.306 6.862 16.348 0.027 0.008 0.012
Si -4.05 9.541 16.367 0.009 -0.001 0.012
Si -1.407 -4.129 16.34 -0.002 -0.007 0.016
Si 2.711 0.009 17.538 -0.041 -0.024 -0.034
Si 5.401 2.779 17.726 -0.038 0.015 0.073
Si 2.705 5.481 17.7 -0.004 0.02 -0.007
Si 5.444 8.169 17.663 0.002 -0.009 0.023
Si 2.695 -5.458 17.599 0.002 0.015 -0.006
Si 5.448 -2.694 17.609 -0.004 -0.022 0.016
Si 8.213 -0.058 17.712 0.035 -0.009 0.034
Si -5.509 2.728 17.57 0.023 0.01 -0.011
Si 8.131 5.436 17.595 0.021 0.016 -0.005
Si -5.375 8.141 17.701 -0.02 -0.012 0.003
Si 8.193 10.861 17.644 0.001 -0.009 0.022
Si -5.426 -2.752 17.788 0.01 -0.003 0.011
Si -2.736 -0.047 17.618 -0.006 -0.005 0.033
Si -0.009 2.755 17.691 -0.009 0.004 0.031
Si -2.694 5.471 17.6 -0.025 -0.031 -0.022
Si 0.019 -8.139 17.836 0.008 -0.024 0.045
Si -2.75 -5.429 17.821 -0.002 0.019 0.044
Si 0 -2.762 17.604 0.024 0.057 -0.006
Si 1.407 1.338 18.934 0.037 -0.003 -0.03
Si 3.994 4.167 19.137 0.025 -0.033 -0.001
Si 1.45 6.81 19.197 0.013 -0.001 -0.015
Si 4.063 -6.757 18.965 -0.017 0.001 -0.025
Si 1.34 -4.128 18.963 0.002 -0.029 -0.012
Si 4.02 -1.341 18.902 -0.02 -0.003 -0.031
Si 6.829 1.36 18.961 0.019 -0.001 -0.027
Si -6.852 4.086 18.946 -0.007 -0.015 -0.022
Si 6.798 6.761 18.984 0.009 -0.018 0
Si -6.777 9.483 19.015 0.005 0.008 -0.029
Si 6.861 -4.024 18.933 0.014 -0.003 -0.045
Si 9.545 -1.425 19.197 -0.045 0.041 -0.001
Si -4.176 1.329 18.858 -0.035 -0.015 -0.071
Si -1.376 4.185 19.014 0.025 0.004 -0.042
Si -3.976 6.768 19.047 0.005 0.014 -0.013
Si -1.373 -6.761 19.213 0.009 -0.017 -0.035
Si -4.113 -4.078 19.268 0.007 -0.017 0.04
Si -1.364 -1.438 18.953 -0.021 -0.016 -0.039
Si 0.041 -0.058 20.202 0.038 -0.052 0.027
Si 2.613 2.688 20.431 0.008 0.032 0.036
Si -0.009 5.448 20.526 0.029 0.043 0.028
Si 2.854 8.286 20.514 -0.059 -0.048 0.048
Si 0.028 -5.33 20.513 -0.021 0.004 0.059
Si 2.724 -2.777 20.242 0.046 0.032 0.036
Si 5.383 0.022 20.21 -0.013 0.04 0.029
Si 8.13 2.75 20.345 -0.034 0.014 0.057
Si 5.42 5.573 20.472 -0.057 -0.019 0.047
Si 8.212 8.051 20.323 0.033 -0.012 0.042
Si 5.474 -5.377 20.198 -0.008 0.02 0.043
Si 8.117 -2.823 20.533 0.059 0.04 0.077
Si -5.379 0.054 20.433 -0.045 -0.029 0.07
Si -2.839 2.727 20.117 -0.012 0.019 0.025
Si -5.421 5.386 20.269 -0.001 -0.009 0.045
Si -2.693 -8.228 20.562 0.055 -0.014 0.024
Si -5.56 -5.534 20.56 0.026 0.033 0.082
Si -2.634 -2.66 20.54 0.021 -0.069 0.074
Si 1.195 -1.605 21.531 -0.016 0.1 -0.725
Si 4.355 1.605 21.599 -0.235 -0.104 -0.789
Si 0.798 3.571 21.718 0.208 0.232 -0.654
Si 4.582 7.364 21.854 -0.126 -0.139 -0.784
Si 1.309 -6.804 21.813 0.237 0.233 -0.719
Si 4.354 -3.845 21.564 -0.149 -0.068 -0.723
Si 6.427 -1.535 21.57 0.257 -0.001 -0.729
Si -6.645 1.608 21.681 -0.1 -0.201 -0.721
Si 6.539 3.9 21.657 0.206 0.144 -0.797
Si -6.569 6.837 21.669 -0.208 -0.026 -0.687
Si 6.816 -6.8 21.443 0.016 0.001 -0.514
Si 8.999 -4.624 21.914 0.157 0.221 -0.78
Si -3.559 -0.819 21.689 -0.107 -0.046 -0.75
Si -1.423 1.359 21.284 -0.001 -0.077 -0.519
Si -4.375 3.743 21.552 0.028 0.055 -0.719
Si -0.913 7.167 21.904 -0.379 -0.336 -0.698
Si -4.421 -7.21 21.774 0.074 0.145 -0.777
Si -1.028 -3.755 21.96 -0.262 -0.18 -0.708
Si 1.856 -0.453 26.291 0.013 -0.013 -0.037
Si -5.823 -5.827 -1.856 -0.092 0.003 0.206
Si -3.705 4.229 24.458 -0.112 -0.076 -0.064
Si 3.405 3.936 26.004 0.025 0.121 0.001
Si 4.558 -7.233 25.93 -0.003 0.055 -0.024
Si -4.137 6.743 25.973 0.023 0.04 -0.068
Si -3.804 -6.839 24.75 -0.007 -0.053 -0.066
Si 0.319 -7.716 -6.178 0.007 0.033 -0.02
Si -4.471 5.543 -6.46 -0.08 0.054 0.04
Si -7.774 3.2 26.112 -0.104 0.147 0.019
Si -5.14 1.63 25.629 0.198 -0.034 0.011
Si 1.597 1.288 -5.104 0.101 0.081 0.136
Si 3.247 -2.236 -2.091 0.011 -0.025 0.273
Si 7.808 3.969 -2.81 -0.007 0.004 0.23
Si -3.525 0.962 -4.119 -0.077 -0.068 -0.006
Si -7.149 -7.252 -6.999 0.056 -0.075 -0.08
Si -6.765 4.514 -4.923 0.081 0.098 0.069
Si -6.779 -2.808 24.299 -0.068 -0.061 -0.084
Si -1.601 -4.644 25.032 0.012 0.156 -0.221
Si -4.465 -1.172 24.602 -0.018 -0.015 0.032
Si 4.155 -7.505 -4.796 -0.067 -0.099 -0.013
Si 7.26 7.768 25.72 -0.006 -0.091 0.056
Si 3.092 6.776 24.61 0.034 0.122 -0.174
Si -8.07 -0.303 23.618 -0.048 0.108 -0.022
Si -0.857 4.199 25.829 -0.005 -0.094 0.127
Si 2.265 6.683 -4.601 0.066 0.006 0.005
Si -8.085 -8.058 -1.933 -0.003 0.011 0.103
Si -5.862 -3.887 -4.054 -0.052 0.099 0.035
Si 1.019 -2.772 -6.941 -0.008 -0.097 0.022
Si -5.542 -4.719 -6.679 -0.134 -0.011 -0.112
Si -0.915 -0.498 -4.742 0.127 -0.103 0.021
Si 0.836 4.195 -4.772 0.023 -0.162 0.051
Si 5.516 -0.081 -1.81 -0.029 0.084 0.056
Si -4.783 2.735 -6.213 0.064 0.004 0.014
Si 2.668 -1.413 -4.867 0.072 0.09 0.042
Si -0.674 -4.946 -5.461 0.07 0.013 -0.099
Si 1.182 2.73 24.405 -0.061 0.161 -0.239
Si 8.093 0.94 -2.956 0.106 -0.097 0.206
Si -7.387 -0.363 -5.606 0.002 -0.082 0.028
Si 7.059 8.066 -4.845 0.012 0.049 0.072
Si 0.072 6.758 24.696 -0.058 0.101 -0.18
Si -2.775 2.769 -1.885 0.142 -0.065 0.083
Si 2.927 -5.256 24.037 -0.063 -0.094 -0.126
Si 5.36 3.543 -7.27 0.026 -0.011 -0.096
Si -4.126 -1.778 -2.879 0.059 0.057 0.089
Si -1.34 -2.942 -3.164 0.026 0.006 0.155
Si 6.643 5.082 -5.123 0.062 -0.041 0.058
Si 2.571 0.262 23.595 0.036 0.039 -0.101
Si -7.958 -3.298 -5.963 0.109 -0.049 0.062
Si -2.508 7.619 -7.245 0.102 -0.015 -0.033
Si 7.66 -1.604 26.162 0.019 0.007 -0.049
Si 8.097 5.396 23.931 0.051 -0.064 -0.117
Si 2.864 -8.131 -2.21 0.004 -0.01 0.058
Si -0.442 4.93 -2.098 -0.022 0.047 0.15
Si 1.353 -1.364 5.45 -0.009 0.006 -0.004
Si 4.076 1.366 5.442 0.002 0.001 -0.014
Si 1.349 4.1 5.412 0.007 0.019 -0.004
Si 4.051 6.81 5.453 0.016 0.015 -0.002
Si 1.34 9.522 5.433 0 0.021 0.006
Si 4.056 12.258 5.47 -0.01 0.006 0.001
Si 6.787 -1.343 5.468 -0.013 0.005 0
Si 9.524 1.355 5.494 0 0.005 0
Si 6.767 4.093 5.501 -0.01 -0.006 0.004
Si 9.542 6.786 5.46 0.011 -0.003 -0.004
Si 6.804 9.512 5.495 -0.003 0.001 0.004
Si 9.558 12.203 5.455 0.021 -0.007 -0.016
Si -4.022 -1.38 5.468 0.001 0.008 0.009
Si -1.371 1.358 5.394 -0.005 -0.015 -0.014
Si -4.069 4.079 5.436 -0.01 -0.008 0.002
Si -1.347 6.808 5.386 0.008 -0.013 -0.019
Si -4.071 -6.8 5.42 -0.01 -0.009 0.009
Si -1.338 -4.109 5.435 -0.012 -0.016 -0.009
Si 2.713 0.004 6.8 -0.003 -0.011 -0.001
Si 5.417 2.715 6.832 0.003 0.018 0.003
Si 2.699 5.442 6.801 -0.001 -0.004 0.002
Si 5.431 8.148 6.823 0.016 0.001 0.002
Si 2.7 10.88 6.806 0.01 0 0.002
Si 5.43 -2.711 6.821 -0.007 -0.001 0
Si 8.16 -0.007 6.834 0.005 -0.004 0.002
Si 10.891 2.734 6.818 -0.006 -0.004 0.003
Si 8.164 5.445 6.825 -0.003 -0.001 -0.006
Si 10.903 8.156 6.8 -0.007 -0.009 -0.005
Si 8.177 10.874 6.827 -0.017 -0.008 -0.003
Si 10.902 -2.731 6.804 -0.001 0.017 0.003
Si -2.684 0.002 6.81 0.006 -0.018 -0.002
Si -0.01 2.721 6.762 -0.005 -0.004 -0.007
Si -2.703 5.45 6.771 -0.016 -0.002 -0.002
Si -0.012 8.157 6.786 -0.005 0.018 0
Si -2.714 -5.452 6.792 0.008 0.007 0.008
Si 0.001 -2.731 6.803 0.008 0.005 0.001
Si 1.346 1.368 8.145 0.007 -0.007 -0.002
Si 4.056 4.084 8.169 -0.008 -0.016 0.004
Si 1.349 6.808 8.154 0.009 -0.002 0.002
Si 4.076 9.529 8.163 0.009 0.017 -0.001
Si 1.353 -4.084 8.173 -0.011 -0.018 0
Si 4.067 -1.353 8.172 0.008 0.002 0.003
Si 6.798 1.363 8.179 0.003 -0.002 -0.003
Si 9.529 4.087 8.179 0.008 0.006 -0.002
Si 6.798 6.797 8.18 -0.016 -0.014 0.001
Si 9.532 9.502 8.168 -0.007 -0.004 0.003
Si 6.804 -4.076 8.166 0.023 0.03 0.002
Si 9.53 -1.377 8.166 -0.018 -0.004 -0.006
Si -4.068 1.357 8.159 -0.013 -0.006 -0.008
Si -1.36 4.079 8.138 0.011 0.011 -0.005
Si -4.06 6.794 8.154 0.005 0.012 0.006
Si -1.364 -6.81 8.157 -0.017 -0.016 0.009
Si -4.063 -4.088 8.16 0 -0.001 -0.001
Si -1.34 -1.36 8.17 0.003 0.013 0.009
Si 0.009 0.005 9.529 0.005 -0.009 -0.004
Si 2.699 2.72 9.516 -0.01 0.006 -0.003
Si -0.007 5.439 9.505 -0.003 -0.007 0.006
Si 2.716 8.164 9.513 -0.001 0.005 0.001
Si -0.008 -5.447 9.519 0.01 0.013 0
Si 2.715 -2.721 9.532 0.001 0.007 0.001
Si 5.434 0 9.528 -0.001 -0.003 0.003
Si 8.165 2.723 9.529 -0.006 0 0.005
Si 5.432 5.436 9.522 0.018 0 0
Si 8.165 8.156 9.535 -0.006 0 0.004
Si 5.441 -5.435 9.526 0.001 -0.015 -0.002
Si 8.166 -2.727 9.525 -0.002 0.003 0.004
Si -5.432 -0.004 9.513 0.003 0.003 0.001
Si -2.715 2.725 9.518 -0.004 -0.003 -0.004
Si -5.426 5.447 9.528 -0.01 -0.005 -0.006
Si -2.715 8.153 9.521 -0.004 0 0.002
Si -5.429 -5.448 9.514 -0.002 0.002 -0.001
Si -2.712 -2.721 9.516 -0.001 0.01 0.001
Si 1.359 -1.36 10.895 0.005 0.008 0.015
Si 4.065 1.364 10.872 -0.001 0.009 -0.006
Si 1.346 4.084 10.871 0.005 -0.009 -0.003
Si 4.079 6.808 10.873 0.006 -0.01 -0.005
Si 1.357 9.517 10.875 0 -0.004 -0.002
Si 4.08 -4.079 10.891 0.001 0.015 0.003
Si 6.801 -1.365 10.875 0.011 0.001 -0.005
Si 9.53 1.357 10.876 -0.002 -0.011 -0.008
Si 6.798 4.084 10.878 -0.017 -0.003 -0.002
Si 9.531 6.8 10.894 0.009 -0.007 0.01
Si 6.803 9.523 10.886 0.004 0.007 0.007
Si 9.527 -4.093 10.873 -0.012 0.007 -0.003
Si -4.077 -1.366 10.873 -0.002 0 -0.007
Si -1.359 1.364 10.884 0.007 -0.008 0.007
Si -4.074 4.081 10.89 -0.009 0.008 0.01
Si -1.359 6.792 10.877 0.003 0.004 -0.001
Si -4.076 9.514 10.875 0.001 -0.003 -0.007
Si -1.359 -4.08 10.878 -0.012 -0.009 -0.003
Si 2.721 0.008 12.246 0.018 0.004 -0.001
Si 5.425 2.728 12.222 0.004 -0.008 -0.004
Si 2.712 5.447 12.217 -0.01 -0.004 -0.001
Si 5.439 8.162 12.242 -0.006 -0.001 -0.004
Si 2.71 10.875 12.24 -0.012 -0.019 0
Si 5.45 -2.719 12.246 0.016 0.018 0.008
Si 8.167 -0.008 12.224 -0.008 0.003 -0.002
Si 10.882 2.714 12.246 -0.012 -0.015 0.002
Si 8.16 5.437 12.241 -0.015 -0.009 -0.003
Si 10.893 8.166 12.25 0.007 0.02 0.005
Si 8.172 10.877 12.244 0.006 0.001 0.001
Si 10.885 -2.733 12.227 0 0.001 0.002
Si -2.723 -0.007 12.234 -0.014 -0.006 -0.006
Si -0.006 2.733 12.245 0.01 0.016 0.001
Si -2.717 5.448 12.251 0.013 0.002 -0.001
Si 0 8.155 12.231 0.001 -0.007 0
Si -2.718 -5.445 12.226 -0.003 0.009 -0.012
Si -0.008 -2.725 12.25 -0.003 -0.004 0.002
Si 1.357 1.374 13.599 -0.012 -0.001 0.001
Si 4.066 4.095 13.576 0.01 0 -0.012
Si 1.362 6.798 13.586 0.015 -0.004 -0.01
Si 4.07 9.516 13.6 0.002 0.006 0.004
Si 1.341 -4.101 13.607 0.017 0.023 0.01
Si 4.094 -1.347 13.598 -0.015 -0.012 0.014
Si 6.794 1.361 13.554 -0.009 0.007 -0.015
Si 9.511 4.071 13.603 0.007 0.007 0.016
Si 6.807 6.804 13.599 0.006 -0.004 0.003
Si 9.537 9.528 13.611 -0.008 -0.002 0.007
Si 6.816 -4.082 13.603 -0.003 0.002 -0.002
Si 9.523 -1.377 13.58 -0.002 0.002 -0.01
Si -4.079 1.346 13.601 0.015 -0.011 0
Si -1.358 4.096 13.615 -0.001 -0.013 0.009
Si -4.059 6.822 13.617 -0.023 -0.011 0.006
Si -1.363 9.517 13.581 0.003 0.001 -0.015
Si -4.078 -4.096 13.585 0.009 -0.012 -0.013
Si -1.381 -1.37 13.606 -0.01 0.016 0.003
Si -0.022 0.015 14.937 0.011 -0.01 -0.002
Si 2.712 2.753 14.951 0.006 -0.007 0.01
Si 0.007 5.469 14.97 -0.003 0.004 -0.007
Si 2.705 8.152 14.958 -0.018 -0.005 -0.001
Si -0.03 -5.469 14.972 -0.02 -0.021 -0.004
Si 2.722 -2.726 14.921 -0.002 0.011 0
Si 5.465 0.027 14.946 0.028 0.023 0.01
Si 8.124 2.699 14.939 -0.022 -0.036 0.006
Si 5.42 5.45 14.937 0.002 -0.002 0.001
Si 8.178 8.162 14.957 0.001 0.012 -0.001
Si 5.443 10.875 14.943 0.003 -0.01 0.001
Si 8.189 -2.731 14.965 -0.005 0.001 0.013
Si -5.44 -0.035 14.945 0 0.013 0.004
Si -2.722 2.718 14.952 -0.012 -0.002 -0.003
Si -5.441 5.452 14.937 0.007 0 -0.002
Si -2.693 8.192 14.986 0.02 0.019 -0.002
Si -5.41 -5.441 14.977 -0.005 0.013 -0.002
Si -2.738 -2.754 14.963 -0.005 0.002 -0.006
O 3.835 -4.587 22.898 0.223 0.008 0.071
O 2.099 -0.988 22.719 0.445 -0.086 0.05
O -0.438 7.746 25.866 -0.177 0.489 -0.081
O -2.441 0.337 22.121 0.02 -0.024 0.477
O 0.128 -7.904 22.065 -0.037 0.251 -0.111
O -2.831 -5.665 25.275 -0.245 0.11 0.557
O 1.31 -1.898 -5.606 -0.581 0.389 0.296
O 3.697 7.273 -5.092 0.458 -0.44 -0.422
O -0.168 2.838 25.291 -0.19 -0.411 0.163
O -4.11 -1.463 23.066 0.123 -0.356 0.068
O -5.525 2.717 22.14 -0.023 0.23 0.329
O 5.402 -5.441 -0.439 -0.106 0.083 -0.594
O -3.135 -1.131 25.479 0.312 0.314 -0.099
O -5.523 7.972 22.225 -0.122 -0.05 0.367
O -3.948 3.403 -1.014 -0.329 -0.463 -0.401
O -7.07 -1.546 23.302 0.335 -0.039 -0.581
O 0.837 4.409 -1.264 0.071 0.201 -0.381
O 3.514 -6.598 -5.981 -0.078 0.665 0.178
O 1.978 -1.624 -1.294 -0.061 -0.269 -0.446
O 4.657 1.208 -1.347 -0.026 0.303 -0.483
O -4.074 1.438 -5.566 0.131 -0.311 -0.391
O -5.49 -2.598 -3.169 -0.536 0.355 0.106
O 6.054 -7.533 25.392 0.085 0.374 -0.159
O 6.362 -0.638 -0.58 -0.063 0.379 0.436
O 5.729 -7.806 22.214 -0.054 -0.03 0.428
O 7.551 3.961 -1.219 0.071 0.078 -0.009
O -2.71 8.116 -0.539 -0.01 0.004 -0.604
O -0.956 6.328 -1.446 0.217 0.156 -0.434
O -6.403 -4.583 -1.014 0.153 -0.164 -0.47
O 6.592 4.765 -3.532 -0.656 0.41 0.208
O -5.73 5.678 -5.413 -0.397 0.492 0.168
O 8.157 -7.638 -5.825 -0.015 0.256 0.37
O -2.026 1.507 -1.207 -0.009 -0.112 -0.342
O 1.282 3.887 23.252 0.432 0.665 0.283
O -4.937 -3.981 -5.372 0.59 0.109 0.01
O 0.106 -2.603 22.242 -0.035 0.182 0.273
O 7.082 4.496 23.065 -0.23 0.293 0.391
O -2 0.514 -4.151 0.192 0.278 0.304
O 2.733 2.754 -0.48 0.179 -0.266 -0.236
O -1.462 -4.317 23.44 -0.455 0.024 0.148
O -5.529 5.42 -0.386 0.124 -0.121 -0.387
O -1.221 -3.394 -1.604 -0.112 -0.031 -0.04
O 2.147 6.963 -3.001 -0.62 -0.363 0.385
O -0.276 -5.355 25.641 0.326 -0.19 -0.36
O 1.567 7.136 24.196 -0.002 0.385 -0.405
O 7.85 2.465 -3.396 -0.001 0.012 -0.197
O 1.866 -6.219 23.252 -0.423 -0.327 0.425
O -4.286 2.791 24.896 0.167 -0.097 -0.144
O -7.938 -2.875 25.428 -0.082 -0.669 0.031
O 2.213 -4.081 24.889 -0.32 0.256 -0.23
O -7.414 1.049 23.025 -0.193 0.274 0.46
O 7.001 -7.366 -1.168 -0.276 0.077 -0.383
O -6.088 3.097 -5.324 -0.443 -0.655 0.174
O 3.956 7.518 -1.228 0.28 0.144 -0.11
O 8.135 -2.698 -0.339 -0.164 0.096 -0.607
O -5.181 0.27 24.756 -0.598 -0.048 -0.327
O 4.011 6.845 23.284 0.087 -0.452 0.034
O -1.662 3.896 -2.071 0.002 0.098 0.031
O 8.045 -1.708 -5.83 -0.434 0.034 0.097
O 3.715 -3.591 -1.333 -0.124 -0.034 -0.242
O 1.361 1.334 23.606 -0.544 0.047 0.133
O -4.423 -6.36 -1.282 0.069 0.038 -0.646
O -0.982 7.887 -6.801 0.282 0.049 -0.3
O 0.108 -5.424 -0.571 -0.145 -0.255 -0.15
O -7.709 -7.682 25.847 -0.029 0.359 -0.088
O 0.282 -4.139 -6.503 0.043 -0.175 -0.329
O 6.035 2.08 -7.078 -0.149 -0.522 0.189
O 3.558 -7.157 -3.319 0.04 0.608 0.112
O -6.737 -4.123 23.369 0.056 -0.381 0.128
O -7.355 0.117 -4.057 0.327 -0.279 0.245
O -7.979 0.877 -6.459 0.023 0.557 0.389
O 7.944 -0.315 25.21 -0.32 0.665 0.382
O -2.225 4.376 25.032 -0.133 0.172 -0.15
O -0.54 -1.567 -3.56 0.582 0.225 0.326
O -0.779 -4.164 -4.058 0.343 -0.241 0.222
O -5.933 -0.847 -6.203 0.403 -0.149 0.476
O -0.471 2.526 21.98 -0.085 0.11 0.148
O -3.553 2.288 -3.204 -0.226 0.425 -0.091
O -1.557 -1.268 -6.015 -0.418 -0.406 0.227
O -7.505 1.016 -1.493 0.063 0.228 -0.139
O -7.061 5.959 22.953 -0.077 -0.112 0.503
O -0.062 -6.434 -5.261 0.075 -0.041 0.6
O -1.787 -3.294 25.908 0.286 0.088 -0.092
O 5.543 5.55 -0.426 0.087 0.013 -0.584
O -3.757 -6.661 23.146 0.221 0.286 0.067
O -6.864 -7.029 -1.923 0.058 -0.004 -0.19
O -3.813 -1.741 -1.291 0.393 -0.396 -0.321
O 2.226 1.675 -6.535 0.471 0.07 -0.041
O 6.612 0.265 -2.933 -0.2 -0.128 -0.42
O -5.389 -2.436 25.051 0.171 -0.286 0.289
O 1.322 2.697 -4.325 -0.058 -0.064 0.672
O 4.883 3.39 25.688 0.523 0.175 -0.599
O -5.43 0.019 -0.345 0.282 0.189 -0.492
O -6.065 -6.232 -6.376 0.185 -0.4 0.682
O 7.746 7.864 -3.401 0.153 -0.274 -0.085
O 0.201 5.32 25.395 0.514 -0.055 0.238
O -3.838 4.062 -6.239 0.589 0.022 0.031
O -3.378 7.968 25.199 0.308 -0.258 0.041
O -4.336 -0.293 -3.495 -0.395 0.094 -0.03
O -0.073 4.144 -6.111 -0.273 0.014 0.109
O 0.483 0.34 25.961 0.218 0.379 -0.358
O 7.839 -5.762 22.261 0.106 -0.052 0.19
O -7.644 4.468 25.114 0.208 0.229 0.227
O 3.885 -6.05 25.069 0.35 0.131 -0.041
O 5.751 -7.306 -4.775 0.21 0.704 0.151
O -5.575 -5.279 -3.326 0.316 -0.317 -0.473
O 3.187 5.324 25.259 0.077 -0.116 -0.122
O 5.439 2.749 22.027 0.016 -0.125 0.46
O 8.102 4.581 -5.664 0.019 -0.272 -0.577
O 2.834 -2.447 -3.634 -0.08 -0.757 -0.28
O 2.549 0.157 -4.397 0.336 -0.108 0.506
O 1.065 7.5 -5.292 -0.304 -0.057 -0.215
O -7.549 6.944 -1.167 -0.145 -0.284 -0.339
O 5.429 4.33 -5.863 -0.574 0.177 0.02
O -1.004 6.694 23.475 -0.487 -0.344 0.374
O -6.623 2.156 25.807 -0.126 -0.369 -0.232
O 3.906 0.918 23 0.251 -0.187 0.35
O -3.3 6.628 -6.228 -0.002 0.034 0.363
O -4.536 5.504 25.005 -0.406 -0.023 0.055
O 7.006 -3.971 -6.509 -0.317 -0.334 0.353
O 4.488 -1.225 -2.23 0.13 -0.255 -0.486
O 7.343 6.686 24.53 -0.23 0.077 -0.127
O 6.545 6.654 -5.403 -0.09 0.159 -0.53
O 3.618 7.793 25.744 -0.112 -0.175 0.522
O 5.35 -2.654 22.088 -0.081 0.048 0.392
O 6.084 -1.934 26.271 -0.254 -0.1 -0.604
O 6.869 -0.636 22.857 -0.323 0.118 0.402
O 3.853 -1.547 -5.968 0.642 -0.137 0.07
O 0.016 -0.013 -0.469 0.065 0.226 -0.389
O 0.202 0.522 -5.287 -0.183 0.087 -0.464
O 2.897 -0.256 25.076 0.608 -0.054 0.046
O -7.43 -3.814 -4.515 -0.397 0.042 0.527
O -5.329 -6.642 25.278 -0.134 0.446 -0.037
O 2.156 5.121 -4.99 0.549 -0.209 -0.132
O -2.89 -2.609 -3.512 -0.126 -0.27 -0.537
O -0.017 4.984 -3.647 -0.198 0.17 -0.228
O -7.098 4.625 -3.326 0.397 0.44 0.147
O -3.28 -7.288 -7.208 -0.623 -0.135 0.36
O -2.179 -5.132 -6.025 -0.401 0.251 0.346
O -6.816 -3.763 -7.058 -0.037 0.278 -0.67
O 7.185 2.342 25.913 0.075 -0.436 -0.497
O -3.622 4.348 22.855 0.254 0.214 0.088
O 2.391 2.836 25.445 0.129 -0.41 0.285
O 1.815 -7.266 -1.351 -0.14 -0.126 -0.187

Results
total energy: -101654.331 eV
total energy less fixed offsets of O -438.25, Si -107.07 eV per atom: -1.131 eV
